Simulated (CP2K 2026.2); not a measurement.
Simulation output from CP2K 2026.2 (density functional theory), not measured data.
Periodic cell of 534 atoms, Si358O176, from a study of silicon, its oxide and their interface. The atomic structure is a simulated model.
Doubt: the forces sum to 2.36 eV/angstrom along one axis rather than to zero, so they err by at least 0.0044 eV/angstrom per atom on average; the grid cutoff is modest.

Settings
functional: PBE
method: Gaussian and plane waves
basis set: DZVP-MOLOPT-SR-GTH
pseudopotentials: GTH-PBE
grid cutoff: 350 Ry, relative cutoff 50 Ry
k points: Gamma only
occupations: fixed
spin: none
net charge: 0

Cell vectors (angstrom)
a	16.32	0	0
b	0	16.32	0
c	-0.1531	0.1698	34.8214

Atoms and the computed forces on them: element, x, y, z (angstrom), force x, y, z (eV/angstrom)
Si	0.113	16.341	34.468	-0.247	0.057	0.727
Si	2.156	3.126	34.773	0.199	0.013	0.737
Si	0.111	5.116	0.221	0.1	0.112	0.659
Si	2.381	8.696	0.185	0.035	-0.364	0.799
Si	0.023	11.099	34.786	-0.425	0.153	0.692
Si	2.282	14.012	34.467	0.207	-0.069	0.757
Si	5.555	16.48	34.408	-0.173	0.05	0.705
Si	8.431	2.773	34.587	-0.18	0.149	0.726
Si	5	5.71	34.416	0.124	0.012	0.861
Si	7.646	8.744	34.707	-0.026	-0.157	0.717
Si	5.247	10.778	34.68	0.066	0.264	0.673
Si	7.666	14.107	34.394	0.107	-0.096	0.769
Si	11.22	16.098	34.724	-0.454	0.304	0.756
Si	13.327	3.078	0.336	0.037	-0.123	0.742
Si	11.112	5.358	0.149	-0.205	0.02	0.717
Si	12.996	8.413	34.555	0.328	0.045	0.676
Si	10.908	10.796	34.585	-0.069	0.067	0.779
Si	13.335	13.708	34.789	0.333	-0.174	0.694
Si	1.234	1.353	1.226	-0.031	-0.026	-0.044
Si	4.065	4.064	1.082	-0.04	-0.008	-0.069
Si	1.323	6.855	1.22	0.028	-0.012	-0.069
Si	4.027	9.644	1.485	0.035	0.002	-0.039
Si	1.391	12.416	1.256	0.03	0.009	-0.044
Si	4.071	15.075	0.892	0.025	0.03	-0.02
Si	6.972	1.361	1.048	-0.036	0.007	-0.024
Si	9.411	4.213	1.23	0.012	-0.02	-0.055
Si	6.566	6.904	1.032	-0.002	-0.038	-0.056
Si	9.417	9.664	1.183	0.006	-0.034	-0.015
Si	6.653	12.346	0.941	0.013	0.002	-0.015
Si	9.484	14.956	0.982	0.008	0	-0.007
Si	12.19	1.321	1.336	-0.053	0.002	-0.062
Si	14.944	4.079	1.654	0.02	0.017	-0.006
Si	12.206	6.924	1.42	0.018	0.04	-0.028
Si	14.829	9.532	0.974	-0.023	-0.009	-0.048
Si	12.201	12.09	1.236	-0.022	-0.007	-0.065
Si	15.018	14.982	1.052	0.025	0.019	-0.062
Si	16.288	2.602	2.774	0.005	-0.017	0.048
Si	2.736	0.022	2.436	0.016	0.022	0.019
Si	16.204	8.228	2.486	-0.044	0.03	0.008
Si	2.745	5.477	2.519	0.037	-0.006	0.003
Si	16.304	13.711	2.566	-0.069	-0.03	0.022
Si	2.683	11.078	2.684	-0.017	0.027	0.057
Si	5.494	2.716	2.398	0.025	-0.011	-0.013
Si	8.206	16.306	2.479	0.001	-0.027	-0.007
Si	5.377	8.169	2.637	0.013	-0.028	0.014
Si	7.975	5.572	2.467	-0.004	0.027	0.031
Si	5.346	13.693	2.376	-0.018	-0.014	-0.008
Si	8.056	11.072	2.455	-0.013	0.029	-0.001
Si	10.758	2.743	2.58	-0.022	0.043	0.048
Si	13.659	16.303	2.551	0.054	-0.021	0.034
Si	10.729	8.276	2.613	0.005	-0.021	0.008
Si	13.573	5.577	2.783	-0.034	-0.004	0.016
Si	10.792	13.569	2.442	-0.014	-0.002	0.007
Si	13.58	10.797	2.56	0.076	0.008	0.013
Si	1.381	4.105	3.919	0.004	0.009	-0.043
Si	4.096	1.395	3.802	0.007	-0.029	0.004
Si	1.269	9.601	3.874	-0.002	-0.04	-0.039
Si	4.027	6.808	3.967	-0.01	-0.011	0.006
Si	1.377	15.037	3.901	-0.001	0.024	-0.031
Si	4.086	12.406	3.938	0.015	0.049	0.014
Si	6.729	4.122	3.845	0.004	-0.002	-0.013
Si	9.453	1.371	3.927	-0.003	0.006	0.011
Si	6.773	9.62	3.858	-0.004	0.01	0
Si	9.382	6.856	3.896	-0.016	0.006	-0.001
Si	6.756	14.986	3.792	0.028	-0.003	0.014
Si	9.435	12.321	3.891	-0.003	0.002	0.003
Si	12.144	4.112	3.95	0.001	-0.009	-0.041
Si	14.898	1.291	4.057	0.014	-0.029	0.043
Si	12.171	9.556	3.965	-0.007	-0.002	-0.018
Si	14.956	6.939	4.026	0.006	0.022	0.018
Si	12.196	14.941	3.819	-0.028	0.012	-0.038
Si	14.927	12.263	3.869	-0.006	-0.007	-0.042
Si	-0.04	16.366	10.677	0.009	0.002	-0.009
Si	2.667	2.777	10.673	0.005	0.005	-0.012
Si	-0.046	5.473	10.716	0.025	-0.016	-0.003
Si	2.684	8.189	10.737	0.01	-0.021	0.004
Si	16.267	10.922	10.745	-0.028	0.008	0.009
Si	2.666	13.661	10.719	-0.031	0.013	-0.005
Si	5.4	0.058	10.731	-0.019	0.006	0.007
Si	8.107	2.79	10.736	-0.003	0.022	0.002
Si	5.394	5.494	10.7	0.005	-0.003	0.001
Si	8.102	8.212	10.675	-0.01	0.002	-0.012
Si	5.404	10.92	10.717	0.01	-0.012	0
Si	8.131	13.636	10.718	0.031	-0.018	-0.007
Si	10.844	16.363	10.73	0.019	-0.002	-0.001
Si	13.572	2.743	10.706	0.017	-0.019	0.004
Si	10.827	5.5	10.709	-0.03	0.019	-0.003
Si	13.541	8.213	10.733	-0.026	0.021	0.006
Si	10.834	10.927	10.69	0.002	0.001	-0.015
Si	13.55	13.645	10.699	0.019	-0.003	-0.004
Si	1.318	1.413	12.023	0.007	0.014	-0.012
Si	4.007	4.136	12.031	-0.03	-0.017	-0.013
Si	1.319	6.814	12.094	-0.019	-0.002	0.012
Si	4.063	9.545	12.091	-0.004	0.017	0.004
Si	1.3	12.309	12.089	0.018	-0.004	0.002
Si	4.015	15.032	12.084	0.02	0.001	0.009
Si	6.739	1.435	12.098	0.005	0.009	0.02
Si	9.461	4.171	12.092	0.033	0	0.005
Si	6.762	6.858	12.046	0.019	0.007	-0.002
Si	9.467	9.565	12.027	-0.008	-0.005	-0.013
Si	6.78	12.267	12.081	-0.008	0.002	0.008
Si	9.497	14.982	12.087	-0.012	-0.005	0.004
Si	12.223	1.394	12.092	-0.011	-0.002	0.014
Si	14.933	4.094	12.082	-0.006	0.012	0.007
Si	12.168	6.86	12.092	0.014	-0.009	0.007
Si	14.896	9.567	12.112	0.021	0.002	0.017
Si	12.205	12.266	12.049	-0.01	0.002	-0.007
Si	14.914	15.014	12.033	-0.016	-0.006	-0.005
Si	0.004	2.731	13.443	0.005	-0.029	0.003
Si	2.641	0.1	13.435	-0.019	0.007	0
Si	-0.055	8.175	13.434	0.007	-0.007	0.004
Si	2.68	5.437	13.462	0.017	-0.019	0
Si	16.23	13.679	13.436	-0.007	0.027	0.006
Si	2.683	10.928	13.402	-0.005	-0.004	-0.006
Si	5.326	2.809	13.426	0.004	0.03	-0.002
Si	8.122	16.364	13.408	0.01	-0.009	0.011
Si	5.441	8.177	13.461	-0.006	-0.017	0.005
Si	8.097	5.55	13.464	-0.011	0.008	0.007
Si	5.401	13.654	13.39	-0.009	-0.007	-0.005
Si	8.152	10.885	13.439	0.015	-0.004	0.005
Si	10.853	2.801	13.4	-0.013	0.022	-0.011
Si	13.602	16.339	13.453	0.009	0	0.004
Si	10.779	8.236	13.441	-0.001	0.017	0.004
Si	13.55	5.47	13.401	-0.014	0	0.004
Si	10.887	13.611	13.436	-0.006	-0.022	-0.002
Si	13.515	10.933	13.474	0.006	0.001	0.009
Si	1.359	4.048	14.861	0.023	0.007	0.022
Si	3.97	1.476	14.826	-0.02	0.014	0.022
Si	1.323	9.557	14.744	0.006	0.011	-0.031
Si	4.07	6.791	14.794	-0.003	-0.003	-0.01
Si	1.245	15.083	14.779	0	0.008	-0.007
Si	4.063	12.283	14.739	0.001	-0.005	-0.026
Si	6.655	4.212	14.761	-0.013	0.005	-0.006
Si	9.502	1.424	14.717	0.04	0.016	-0.02
Si	6.837	9.509	14.837	0.014	-0.017	0.03
Si	9.435	6.924	14.869	-0.031	0.001	0.021
Si	6.728	15.027	14.757	-0.007	0.006	-0.015
Si	9.541	12.231	14.785	0.026	-0.005	-0.007
Si	12.199	4.147	14.792	-0.002	0.004	-0.012
Si	14.987	1.368	14.815	-0.007	-0.009	0.015
Si	12.126	9.568	14.832	-0.016	0.007	0.007
Si	14.9	6.794	14.782	0.009	-0.008	-0.019
Si	12.264	14.947	14.809	0.018	-0.022	0.024
Si	14.863	12.333	14.818	-0.019	0.002	0.014
Si	-0.031	16.383	16.331	-0.011	-0.005	0.063
Si	2.692	2.76	16.397	0.008	-0.006	0.021
Si	-0.041	5.421	16.127	0.001	0.004	-0.023
Si	2.721	8.196	16.056	0.013	0.014	-0.013
Si	16.231	10.903	16.049	0.021	-0.016	-0.026
Si	2.645	13.682	15.979	0.002	-0.002	-0.023
Si	5.325	0.079	16.099	0.032	-0.017	-0.008
Si	8.018	2.77	15.941	-0.013	-0.008	-0.055
Si	5.371	5.511	16.312	0.014	-0.005	0.043
Si	8.129	8.223	16.417	0.008	-0.003	0.028
Si	5.464	10.921	16.07	-0.025	0.019	-0.018
Si	8.166	13.653	16.003	-0.002	-0.005	-0.012
Si	10.94	0.093	16.038	-0.025	0.033	-0.002
Si	13.629	2.779	16.078	-0.009	0.029	-0.037
Si	10.816	5.526	16.134	0.022	-0.003	-0.003
Si	13.462	8.116	16.095	0.009	-0.022	0
Si	10.832	10.923	16.309	-0.004	0.005	0.034
Si	13.572	13.649	16.345	0.015	0.019	0.018
Si	1.323	1.374	17.827	0.034	-0.014	-0.005
Si	4.075	4.166	17.804	-0.006	-0.028	-0.004
Si	1.35	6.829	17.357	0.002	0.002	-0.039
Si	4.141	9.511	17.386	0.041	-0.01	-0.047
Si	1.313	12.307	17.281	-0.019	0.003	-0.058
Si	3.903	15.035	17.389	-0.021	0.024	-0.044
Si	6.697	1.495	17.371	-0.028	0	-0.049
Si	9.31	4.132	17.257	-0.02	0.03	-0.039
Si	6.691	6.841	17.796	0.001	0.051	0.006
Si	9.524	9.627	17.835	-0.043	-0.027	0.019
Si	6.861	12.29	17.368	0.021	-0.003	-0.036
Si	9.5	15.085	17.267	0.024	0.002	-0.073
Si	12.366	1.386	17.42	0.044	-0.028	-0.022
Si	14.955	4.054	17.525	-0.027	-0.02	-0.005
Si	12.177	6.799	17.595	-0.007	0.003	-0.018
Si	14.818	9.522	17.333	-0.005	0.004	-0.045
Si	12.179	12.274	17.732	0.006	-0.018	0.01
Si	14.945	15.031	17.772	-0.012	-0.003	-0.005
Si	-0.058	2.881	19.121	0.068	-0.002	0.09
Si	2.685	16.152	19.108	-0.045	-0.036	0.081
Si	16.193	8.134	18.572	-0.035	-0.017	0.006
Si	2.606	5.696	18.974	0.041	-0.014	0.086
Si	0.1	13.48	18.894	-0.014	0.044	0.101
Si	2.713	10.931	18.494	-0.014	-0.016	-0.002
Si	5.531	2.663	19.062	-0.021	0.032	0.102
Si	8.077	16.405	18.561	-0.019	-0.018	0.008
Si	5.322	8.381	19.118	0.005	-0.022	0.12
Si	8.083	5.24	18.934	-0.073	-0.038	0.064
Si	5.396	13.676	18.494	0	-0.004	-0.004
Si	8.074	11.162	19.061	0.045	0.013	0.071
Si	10.708	2.69	18.359	0.002	-0.042	-0.023
Si	13.638	0.252	19.137	0.045	0.015	0.063
Si	10.941	8.138	19.163	0.002	-0.002	0.09
Si	13.539	5.306	18.881	-0.073	-0.005	0.019
Si	10.747	13.898	18.811	0.045	-0.054	0.1
Si	13.615	10.71	18.949	-0.064	0	0.093
Si	1.005	4.639	20.317	-0.016	-0.014	-0.635
Si	4.391	0.966	20.255	-0.017	0.057	-0.666
Si	1.232	9.628	19.685	-0.045	0.04	-0.59
Si	3.405	7.516	20.28	0.314	-0.205	-0.873
Si	1.826	14.215	20.36	-0.191	0.41	-0.75
Si	4.165	12.22	19.761	-0.005	-0.084	-0.593
Si	7.334	3.477	20.485	-0.241	0.196	-0.78
Si	9.539	1.334	19.835	-0.048	-0.014	-0.483
Si	6.392	10.151	20.399	0.182	-0.144	-0.787
Si	9.741	6.323	20.114	-0.072	0.368	-0.774
Si	6.591	15.148	19.807	-0.052	0.032	-0.463
Si	8.922	13.162	20.114	-0.044	-0.321	-0.794
Si	11.771	4.033	19.844	0.403	0.062	-0.649
Si	15.033	1.645	20.75	-0.064	-0.132	-0.92
Si	12.8	9.024	20.493	-0.162	0.058	-0.787
Si	14.981	6.747	20.031	-0.01	-0.016	-0.393
Si	11.81	15.524	20.19	0.078	-0.011	-0.654
Si	15.4	11.723	20.067	-0.093	0.066	-0.803
Si	15.658	0.691	23.378	0.176	0.008	-0.152
Si	5.83	3.893	23.266	0.084	-0.029	-0.243
Si	1.547	15.477	25.051	-0.11	0.027	-0.129
Si	3.684	11.016	23.696	-0.006	-0.052	-0.105
Si	14.798	12.317	23.033	0.115	-0.104	-0.14
Si	15.996	2.649	25.737	0.016	-0.033	-0.117
Si	3.059	3.062	22.273	-0.014	-0.054	-0.37
Si	9.75	4.052	26.18	0.044	0.107	0.013
Si	11.499	5.01	24.074	-0.096	0.047	-0.203
Si	6.932	9.047	25.863	0.05	0.01	-0.208
Si	8.22	9.7	22.978	-0.212	-0.06	-0.241
Si	9.871	12.413	22.888	0.077	-0.077	-0.011
Si	13.293	14.975	22.913	0.137	-0.12	-0.321
Si	12.517	4.577	26.74	0.037	0.006	0.025
Si	9.342	6.988	23.005	0.034	-0.055	-0.083
Si	16.005	8.484	26.481	-0.091	-0.008	-0.038
Si	12.301	10.686	23.226	0.077	-0.055	-0.184
Si	2.405	8.912	25.343	-0.023	-0.05	-0.151
Si	2.16	1.154	30.058	-0.066	0.013	0.091
Si	5.537	5.866	29.239	-0.068	0.144	0.236
Si	1.847	10.72	29.756	0.072	0.154	0.191
Si	4.144	8.108	23.058	-0.115	0.04	-0.076
Si	13.574	10.254	27.297	0.09	0.045	0.023
Si	3.525	12.34	28.004	-0.067	-0.009	-0.197
Si	5.538	16.058	27.506	0.152	-0.104	0.045
Si	7.221	4.495	27.302	-0.009	0.033	-0.057
Si	11.019	10.591	25.859	-0.05	0.134	-0.148
Si	5.715	11.8	25.747	0.154	0.113	-0.031
Si	8.835	13.008	25.553	-0.077	-0.117	-0.026
Si	12.564	2.739	22.37	0.094	-0.181	-0.007
Si	15.333	5.443	26.97	0.078	-0.004	0.006
Si	2.104	8.3	28.162	0.023	-0.05	0.109
Si	12.87	8.771	29.565	-0.036	0.057	0.197
Si	2.591	1.919	25.112	-0.003	0.042	-0.086
Si	13.506	1.555	26.902	0.049	-0.065	0.088
Si	3.307	3.793	30.048	0.107	-0.059	0.242
Si	1.262	5.834	29.135	0.072	-0.211	0.09
Si	5.248	8.357	30.796	0.091	0.134	0.131
Si	14.488	14.794	30.664	-0.043	-0.117	0.079
Si	9.257	9.182	27.914	0.074	0.129	0.116
Si	5.587	2.215	25.797	-0.012	-0.002	-0.164
Si	10.425	15.523	26.634	0.078	-0.12	-0.118
Si	5.433	11.593	30.266	0.239	-0.195	0.252
Si	6.515	6.725	24.268	-0.063	0.016	-0.169
Si	2.611	15.296	27.84	-0.128	0.014	0.001
Si	9.408	11.947	29.285	0.115	-0.018	0.138
Si	9.37	4.082	29.615	0.183	0.024	0.061
Si	1.458	13.096	23.177	-0.145	0.065	-0.273
Si	10.499	7.064	29.94	-0.093	-0.074	0.077
Si	14.17	6.088	32.776	-0.257	-0.021	0.324
Si	9.488	1.722	28.08	0.125	0.053	0.087
Si	15.441	9.905	30.838	-0.049	0.049	0.153
Si	3.736	1.858	32.358	0.164	0.074	0.171
Si	15.74	1.172	31.52	-0.071	0.038	0.353
Si	0.239	7.351	31.512	0.025	0.042	0.275
Si	3.012	7.388	32.68	0.04	0	0.053
Si	13.456	3.109	32.307	0.094	-0.009	0.065
Si	3.453	11.979	32.323	-0.237	-0.061	0.253
Si	6.715	6.071	31.978	-0.149	0.159	0.066
Si	8.124	2.363	31.702	-0.031	-0.007	0.186
Si	12.319	11.555	29.526	0.069	-0.011	0.04
Si	9.374	7.047	32.727	0.037	0.009	0.328
Si	7.077	0.532	29.694	0.111	-0.045	0.19
Si	9.637	12.732	32.335	-0.042	-0.072	0.271
Si	12.598	15.413	28.504	0.132	-0.018	0.088
Si	11.91	0.465	24.522	-0.004	0.171	-0.132
Si	10.691	1.739	32.722	0.085	0.184	0.153
Si	11.888	14.198	31.016	-0.073	-0.015	0.043
Si	7.23	13.96	29.033	-0.211	0.122	0.035
Si	14.925	12.387	32.406	0.047	0.135	0.242
O	16.005	0.796	33.089	-0.113	0.206	-0.174
O	10.554	0.227	25.366	-0.557	0.155	-0.245
O	2.637	2.316	33.45	0.016	-0.4	-0.353
O	3.117	0.771	31.325	-0.054	-0.802	0.112
O	15.132	5.746	34.008	-0.05	0.271	0.107
O	1.021	4.242	34.344	0.161	0.092	-0.379
O	1.086	9.907	34.505	0.031	-0.062	-0.451
O	3.79	7.904	31.373	-0.366	-0.105	-0.543
O	15.3	13.52	31.291	0.527	-0.04	-0.33
O	16.147	11.958	33.391	0.456	0.352	-0.242
O	2.73	13.221	33.088	0.133	0.203	-0.511
O	1.189	15.167	34.026	0.167	-0.042	-0.223
O	6.608	15.292	33.886	-0.006	0.005	-0.575
O	4.931	1.091	33.181	0.339	0.243	-0.488
O	7.612	2.825	33.167	-0.735	-0.071	-0.222
O	6.047	0.712	26.284	0.376	-0.112	-0.202
O	3.71	6.228	33.554	-0.424	-0.351	-0.133
O	5.991	5.274	33.192	0.04	-0.624	-0.333
O	8.266	5.957	32.346	0.163	-0.698	0.092
O	8.628	8.256	33.493	0.008	0.089	-0.092
O	6.459	9.769	34.159	0.167	0.06	-0.543
O	4.153	11.095	33.502	-0.152	-0.045	-0.094
O	8.338	13.366	33.085	0.053	-0.344	-0.446
O	9.281	12.049	30.908	0.021	-0.27	-0.111
O	8.617	3.706	30.984	-0.023	0.697	0.3
O	9.467	1.446	31.718	0.012	-0.642	-0.677
O	11.902	2.622	32.088	-0.107	0.122	-0.248
O	13.907	2.711	33.806	0.314	-0.338	-0.148
O	10.49	6.283	33.602	-0.081	0.098	-0.341
O	12.113	4.408	34.639	-0.159	0.1	-0.17
O	-0.02	8.92	31.808	0.096	0.171	0.291
O	13.765	12.932	33.405	-0.081	-0.355	-0.131
O	10.314	11.609	33.294	-0.1	0.159	-0.398
O	11.904	9.568	34.075	0.044	-0.001	-0.459
O	12.203	14.833	34.503	-0.182	-0.014	-0.314
O	11.237	0.312	33.185	0.338	-0.073	-0.723
O	0.203	15.984	24.29	-0.076	-0.104	0.09
O	1.903	3.915	21.502	0.068	0.087	0.341
O	4.364	3.97	22.574	-0.018	0.427	-0.225
O	3.605	1.729	21.492	-0.162	-0.2	0.422
O	2.811	10.42	24.926	-0.371	0.274	0.238
O	2.643	0.322	24.812	0.398	-0.251	-0.219
O	3.669	7.15	21.841	-0.237	-0.353	0.477
O	2.236	8.654	20.528	-0.141	0.114	0.563
O	15.568	2.068	24.26	-0.318	0.402	-0.086
O	1.228	14.092	21.892	-0.274	0.256	0.324
O	5.204	11.288	20.661	-0.156	0.167	0.32
O	7.606	9.546	24.464	0.287	0.281	0.135
O	9.426	2.539	26.674	-0.24	-0.408	-0.476
O	6.887	3.876	22.022	-0.02	-0.061	0.359
O	10.593	0.28	20.602	0.092	-0.066	0.584
O	8.561	2.377	20.702	0.211	0.158	0.562
O	7.079	9.66	21.81	-0.072	-0.372	0.316
O	5.934	10.265	26.258	-0.447	-0.259	0.608
O	8.34	4.875	26.179	-0.14	0.494	-0.211
O	9.39	8.592	22.832	0.659	0.301	-0.248
O	7.644	14.121	20.571	0.015	-0.031	0.179
O	5.57	16.159	20.675	0.105	0.047	0.415
O	9.788	13.124	21.473	0.247	0.139	0.248
O	11.455	12.068	23.032	0.247	0.602	0.133
O	10.926	5.263	20.49	0.19	0.226	0.275
O	11.76	2.846	20.981	-0.379	-0.639	-0.053
O	14.076	2.467	21.822	0.19	0.463	0.551
O	16.151	1.007	21.824	0.44	0.012	0.146
O	13.962	7.854	20.807	-0.138	-0.214	0.336
O	12.352	9.726	21.909	-0.298	-0.097	0.372
O	5.678	7.617	23.212	0.262	-0.051	-0.179
O	16.141	5.756	20.781	0.051	0.037	0.547
O	14.262	16.266	23.035	-0.138	0.154	0.187
O	12.611	14.831	21.451	0.076	-0.512	0.052
O	0.248	10.641	20.543	0.069	-0.004	0.511
O	14.736	12.292	21.426	-0.385	0.156	-0.005
O	1.26	2.325	25.969	0.016	0.19	0.231
O	0.042	12.325	23.496	0.184	-0.147	0.477
O	12.099	7.386	29.879	0.466	-0.546	-0.223
O	6.269	5.691	27.811	-0.203	0.276	-0.446
O	2.451	9.231	29.446	0.163	-0.21	0.138
O	15.67	4.248	25.885	0.109	0.186	-0.475
O	3.177	7.878	24.346	-0.039	-0.587	0.282
O	2.946	8.722	26.852	0.508	-0.007	0.06
O	2.672	12.037	22.94	0.218	-0.171	-0.294
O	14.905	9.708	26.526	0.215	0.357	-0.101
O	3.159	13.268	20.524	-0.062	0.195	0.646
O	2.419	2.64	23.682	-0.225	0.262	0.144
O	6.369	14.633	27.77	-0.132	-0.238	-0.37
O	1.478	15.254	26.667	-0.256	-0.052	0.123
O	10.919	4.75	27.123	-0.098	0.144	0.529
O	6.427	5.428	30.531	0.017	-0.577	0.049
O	8.154	4.182	28.572	-0.269	-0.013	0.054
O	5.985	5.2	24.224	0.028	0.039	0.288
O	8.957	6.474	21.531	-0.531	-0.06	0.005
O	6.278	7.575	25.634	-0.419	-0.153	0.512
O	8.973	11.091	22.824	0.13	-0.135	-0.254
O	4.102	9.722	22.776	0.075	0.143	-0.193
O	7.224	12.56	25.749	-0.162	-0.057	0.262
O	9.181	13.35	24.004	-0.356	0.722	-0.023
O	12.078	15.307	23.9	-0.575	-0.351	0.259
O	11.933	1.623	23.367	-0.189	0.041	-0.063
O	12.403	4.218	22.999	0.205	0.203	-0.206
O	12.714	2.966	26.837	-0.24	-0.157	-0.122
O	12.496	12.709	30.641	0.408	-0.071	0.241
O	10.751	6.344	23.511	0.441	0.096	-0.035
O	0.53	8.573	27.849	-0.132	-0.035	0.53
O	12.505	11.018	26.356	0.167	0.372	0.047
O	13.633	11.346	28.552	0.63	0.557	0.058
O	11.422	9.964	24.399	-0.034	-0.421	-0.132
O	13.849	11.104	23.583	0.117	-0.483	0.553
O	2.84	2.426	29.289	0.104	0.018	-0.738
O	1.947	4.714	30.091	-0.345	0.044	0.42
O	5.998	2.596	24.252	0.393	-0.521	0.034
O	4.341	4.763	29.272	0.021	-0.169	-0.481
O	2.481	11.267	31.193	-0.075	0.056	-0.152
O	2.378	6.697	28.316	0.438	-0.267	-0.51
O	4.475	11.522	29.004	-0.17	-0.316	-0.393
O	5.043	11.747	24.249	0.383	0.399	-0.288
O	0.784	8.714	25.291	-0.224	-0.024	-0.508
O	12.952	8.901	27.951	0.037	-0.694	-0.491
O	2.055	16.22	29.05	-0.107	-0.291	0.19
O	3.056	13.843	28.388	-0.109	-0.106	0.302
O	10.105	0.252	27.839	-0.077	-0.214	0.485
O	6.293	3.274	26.801	-0.215	-0.061	0.367
O	5.293	7.481	29.407	0.114	0.097	-0.444
O	8.098	6.651	23.963	0.126	-0.139	0.149
O	10.43	9.458	26.837	0.156	-0.243	-0.276
O	12.044	10.064	30.145	-0.547	0.017	0.28
O	4.475	12.413	26.66	-0.108	0.29	-0.272
O	7.947	8.808	27.077	0.012	-0.437	0.137
O	9.309	14.374	26.334	-0.222	0.178	0.202
O	5.644	0.507	28.94	-0.438	0.134	0.169
O	15.104	1.859	26.859	0.244	-0.333	0.514
O	12.558	5.287	25.271	0.429	0.623	-0.227
O	15.416	6.96	26.357	-0.038	-0.086	-0.18
O	13.792	5.23	27.513	0.057	0.226	0.418
O	1.493	6.885	32.425	-0.218	-0.512	0.17
O	13.066	0.639	28.179	-0.148	0.374	0.539
O	14.395	8.909	30.098	0.268	-0.474	0.172
O	9.879	11.769	25.874	0.021	-0.017	0
O	15.351	16.128	30.758	0.016	-0.042	-0.624
O	1.912	14.039	24.415	0.495	-0.094	0.357
O	14.558	2.308	31.4	0.046	-0.004	-0.319
O	11.856	14.872	27.143	0.242	-0.557	-0.175
O	3.959	2.349	25.866	-0.021	0.023	0.206
O	0.748	1.644	30.716	-0.081	0.53	-0.084
O	15.178	6.558	31.637	-0.167	-0.235	-0.701
O	0.622	7.022	30.005	0.045	0.416	-0.139
O	13.287	7.381	33.281	-0.198	0.067	-0.677
O	13.464	4.743	32.174	-0.363	0.189	-0.236
O	5.613	9.966	30.651	0.311	0.059	-0.047
O	10.658	13.961	32.023	-0.037	0.355	0.331
O	11.507	15.084	29.698	-0.485	0.466	-0.21
O	4.76	12.422	31.479	0.465	0.478	0.059
O	3.041	8.663	33.627	0.376	0.417	-0.369
O	9.701	7.919	28.819	-0.055	-0.151	-0.189
O	3.967	3.239	31.462	0.172	0.272	0.003
O	3.978	15.863	27.196	-0.122	0.127	-0.651
O	6.98	1.437	31.031	-0.353	-0.159	0.115
O	6.291	7.653	31.852	0.406	0.17	0.337
O	2.124	11.545	28.354	-0.482	-0.023	-0.272
O	10.197	5.467	29.8	0.267	-0.082	-0.136
O	10.334	4.036	24.67	-0.176	-0.498	-0.446
O	9.962	2.35	34.07	0.408	0.236	0.104
O	8.877	10.492	28.809	-0.29	0.124	0.264
O	7.504	15.286	29.966	0.454	-0.222	0.183
O	10.952	12.018	28.767	-0.076	0.368	-0.563
O	10.222	2.76	29.123	0.687	-0.016	0.247
O	8.046	1.337	28.691	-0.303	0.104	-0.117
O	14.106	13.708	23.446	-0.159	0.149	0.249
O	13.124	0.773	25.544	0.446	-0.051	-0.145
O	14.555	11.001	31.642	-0.359	-0.183	-0.128
O	10.031	7.613	31.383	0.275	0.62	-0.108
O	0.106	5.245	28.163	0.081	-0.397	0.121
O	0.227	10.67	29.933	-0.294	0.523	-0.194
O	8.629	13.218	28.615	0.233	0.328	-0.169
O	6.57	12.671	29.804	0.277	-0.149	-0.086
O	13.172	14.978	31.619	0.023	0.259	0.409
O	13.952	14.67	29.105	0.431	-0.19	-0.564
Si	0.009	16.313	5.338	-0.006	-0.006	0.021
Si	2.753	2.743	5.241	-0.015	-0.009	-0.016
Si	0.001	5.49	5.278	0.006	0.003	-0.003
Si	2.639	8.222	5.243	-0.024	0.034	-0.003
Si	16.266	10.935	5.279	0.016	0.01	-0.004
Si	2.699	13.694	5.303	0.016	-0.016	0.015
Si	5.426	0.038	5.198	0.002	-0.022	-0.003
Si	8.089	2.764	5.241	0.004	-0.002	-0.006
Si	5.4	5.45	5.282	-0.004	-0.008	0.002
Si	8.091	8.252	5.264	0.007	-0.006	0.001
Si	5.409	10.962	5.246	-0.003	0.01	-0.002
Si	8.085	13.671	5.243	-0.026	0.029	0.005
Si	10.861	16.333	5.227	0.013	-0.007	-0.003
Si	13.525	2.747	5.3	-0.015	0.004	-0.007
Si	10.768	5.487	5.266	0.004	0	-0.011
Si	13.533	8.23	5.352	0.001	0	0.005
Si	10.809	10.958	5.262	-0.003	-0.009	-0.008
Si	13.541	13.606	5.228	0.01	0.006	-0.008
Si	1.36	1.414	6.626	0.003	-0.01	-0.004
Si	4.056	4.101	6.648	0.018	0.005	0.002
Si	1.324	6.861	6.65	0.017	-0.008	-0.009
Si	4.021	9.591	6.592	0.002	-0.009	-0.003
Si	1.332	12.287	6.628	-0.001	0.008	-0.002
Si	4.071	15.043	6.631	-0.024	0.013	-0.001
Si	6.75	1.396	6.606	-0.015	0.026	0.001
Si	9.443	4.112	6.629	-0.009	0.002	0.003
Si	6.744	6.86	6.613	-0.004	-0.013	-0.007
Si	9.475	9.578	6.626	0.008	0.001	-0.001
Si	6.759	12.302	6.628	0.026	-0.012	0.001
Si	9.468	15.017	6.604	-0.009	-0.01	0.001
Si	12.174	1.378	6.64	-0.004	0.002	0.004
Si	14.917	4.131	6.613	-0.001	-0.008	0.006
Si	12.163	6.825	6.64	0.009	0.002	0.003
Si	14.91	9.597	6.672	-0.023	0.006	-0.001
Si	12.183	12.293	6.63	-0.009	0.005	-0.007
Si	14.915	14.947	6.625	0.027	-0.006	-0.002
Si	16.284	2.77	7.962	0.019	0.026	-0.008
Si	2.702	0.06	7.996	0.031	0.001	0.009
Si	16.271	8.212	8.017	-0.004	0	-0.004
Si	2.689	5.488	7.984	-0.015	-0.003	0.003
Si	16.279	13.618	7.999	-0.022	-0.022	-0.001
Si	2.68	10.928	8.001	-0.013	-0.003	-0.004
Si	5.412	2.749	7.996	-0.008	-0.019	0.007
Si	8.12	0.056	7.988	0.012	0.007	-0.009
Si	5.372	8.218	7.961	-0.01	0.008	-0.005
Si	8.1	5.494	7.979	0.012	0	0
Si	5.403	13.658	8	-0.004	0.002	-0.004
Si	8.115	10.937	7.981	-0.012	0.007	-0.001
Si	10.816	2.755	7.998	0.005	-0.007	-0.003
Si	13.561	16.341	7.973	0	0.009	-0.007
Si	10.827	8.209	7.988	-0.006	0.002	-0.006
Si	13.549	5.476	7.994	-0.016	-0.01	-0.004
Si	10.822	13.659	7.976	0.004	0.01	-0.006
Si	13.541	10.945	8.009	0.013	-0.009	0.01
Si	1.306	4.137	9.326	-0.012	-0.01	-0.008
Si	4.051	1.408	9.36	-0.017	0.02	0.001
Si	1.321	9.565	9.381	0.009	0.006	0.009
Si	4.037	6.854	9.344	0.004	-0.003	-0.004
Si	1.324	15.005	9.329	-0.005	0.011	-0.019
Si	4.038	12.295	9.366	0.003	-0.003	0.012
Si	6.756	4.13	9.348	-0.011	-0.001	-0.001
Si	9.465	1.41	9.38	-0.012	0.007	0.017
Si	6.741	9.575	9.322	0.016	-0.007	-0.016
Si	9.467	6.847	9.336	0.015	0.004	-0.011
Si	6.766	15.012	9.366	0.002	-0.001	0.007
Si	9.477	12.291	9.338	0.009	-0.013	-0.007
Si	12.191	4.113	9.36	0.01	-0.004	0.02
Si	14.923	1.399	9.316	0.003	-0.015	-0.009
Si	12.193	9.561	9.349	0.005	0.007	-0.004
Si	14.901	6.845	9.369	-0.003	0.001	0.017
Si	12.188	15.007	9.345	-0.013	-0.016	-0.007
Si	14.919	12.277	9.37	0.001	0.011	-0.011

Results
total energy: -115450.245 eV
total energy less fixed offsets of O -438.35, Si -107.03 eV per atom: 16.095 eV
